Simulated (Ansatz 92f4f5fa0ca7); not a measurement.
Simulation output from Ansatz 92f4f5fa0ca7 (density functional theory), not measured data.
Periodic cell of 221 atoms, Si132O88H1, from a study of silicon, its oxide and their interface. The atomic structure is a simulated model.
Doubt: the cutoff is low for norm-conserving oxygen, so forces and energies are approximate.
Doubt: the program's own warning below bears on the result.

Settings: functional HSE06; potential files SPMS norm-conserving; basis plane waves; wave-function cutoff 800 eV; density cutoff ratio 4; exchange-correlation grid ratio 1; k mesh 1 x 1 x 1, Gamma-centred; occupations fixed; spin none; net charge +1 e, with a uniform compensating background and no finite-size correction.

Cell vectors (angstrom)
a  10.938  0  0
b  0  10.938  0
c  0  0  32.1629

Atoms: element, x, y, z (angstrom)
Si  0.188  -0.136  24.5009
Si  5.5895  -0.3119  24.7646
Si  2.5146  3.047  24.4889
Si  8.0811  2.9706  25.0594
Si  0.0402  5.1254  24.6762
Si  5.8213  5.1445  24.6525
Si  2.4436  8.5115  24.6071
Si  7.9889  8.5934  24.7962
Si  1.3993  1.4088  25.8544
Si  6.7507  1.33  26.043
Si  4.0687  4.1595  25.9225
Si  9.6154  4.1318  26.3147
Si  1.2683  6.8461  25.8455
Si  6.8556  6.8554  25.9563
Si  4.0282  9.5056  26.0847
Si  9.5869  9.7304  26.0361
Si  2.7152  0.0479  27.3541
Si  8.1807  0.0582  27.4183
Si  0.0676  2.6561  27.4186
Si  5.3968  2.756  27.3581
Si  2.6972  5.536  27.3057
Si  8.1782  5.5534  27.4449
Si  -0.0315  8.2158  27.3305
Si  5.4568  8.1566  27.3828
Si  4.1018  1.3673  28.7446
Si  9.5708  1.3673  28.7446
Si  1.3673  4.1018  28.7446
Si  6.8362  4.1018  28.7446
Si  4.1018  6.8362  28.7446
Si  9.5708  6.8362  28.7446
Si  1.3673  9.5708  28.7446
Si  6.8362  9.5708  28.7446
Si  0  0  30.1119
Si  5.469  0  30.1119
Si  2.7345  2.7345  30.1119
Si  8.2035  2.7345  30.1119
Si  0  5.469  30.1119
Si  5.469  5.469  30.1119
Si  2.7345  8.2035  30.1119
Si  8.2035  8.2035  30.1119
Si  1.3673  1.3673  31.4791
Si  6.8362  1.3673  31.4791
Si  4.1018  4.1018  31.4791
Si  9.5708  4.1018  31.4791
Si  1.3673  6.8362  31.4791
Si  6.8362  6.8362  31.4791
Si  4.1018  9.5708  31.4791
Si  9.5708  9.5708  31.4791
Si  2.7345  0  0.6835
Si  8.2035  0  0.6835
Si  0  2.7345  0.6835
Si  5.469  2.7345  0.6835
Si  2.7345  5.469  0.6835
Si  8.2035  5.469  0.6835
Si  0  8.2035  0.6835
Si  5.469  8.2035  0.6835
Si  4.1018  1.3673  2.0507
Si  9.5708  1.3673  2.0507
Si  1.3673  4.1018  2.0507
Si  6.8362  4.1018  2.0507
Si  4.1018  6.8362  2.0507
Si  9.5708  6.8362  2.0507
Si  1.3673  9.5708  2.0507
Si  6.8362  9.5708  2.0507
Si  0  0  3.418
Si  5.469  0  3.418
Si  2.7345  2.7345  3.418
Si  8.2035  2.7345  3.418
Si  0  5.469  3.418
Si  5.469  5.469  3.418
Si  2.7345  8.2035  3.418
Si  8.2035  8.2035  3.418
Si  1.3622  1.3889  4.6724
Si  6.8628  1.3403  4.8244
Si  4.1292  4.0736  4.863
Si  9.5799  4.0895  4.7904
Si  1.3908  6.8396  4.8285
Si  6.8861  6.7468  4.7588
Si  4.1246  9.5197  4.7476
Si  9.5606  9.569  4.8027
Si  2.6646  -0.052  5.9381
Si  8.2029  -0.0121  6.2446
Si  0.0286  2.6977  6.0819
Si  5.4595  2.5779  6.2579
Si  2.7396  5.5038  6.2861
Si  8.1871  5.3623  6.213
Si  -0.0411  8.1516  6.1687
Si  5.4865  8.1056  6.085
Si  3.7174  1.3721  7.4427
Si  9.9058  1.1278  7.4504
Si  1.6235  3.7798  7.4344
Si  6.6577  4.1229  7.57
Si  4.5216  6.5083  7.562
Si  9.2854  7.0294  7.4674
Si  1.1559  9.8005  7.3136
Si  7.006  9.2371  7.41
O  1.2523  4.0995  24.0832
O  6.7801  9.5918  24.2263
O  2.9248  2.7943  7.5407
O  8.1612  8.172  7.8987
O  5.5824  5.3387  8.0214
O  0.084  -0.0139  7.9256
O  5.354  5.5212  23.1185
O  10.5205  0.4928  23.0593
O  2.1954  9.3774  8.5531
O  1.2194  3.9079  9.0231
O  9.4815  1.9837  8.7757
O  7.604  9.9531  12.053
O  3.519  0.7618  9.0038
O  4.357  7.3258  9.3713
O  7.2545  3.3763  8.9206
O  9.8571  6.4946  8.9198
O  3.3422  2.4573  23.1469
O  4.6588  0.1782  23.4992
O  9.2069  2.4877  23.9778
O  9.822  5.5761  23.5452
O  19.8884  8.1248  23.5416
O  3.2894  7.9691  23.2988
O  6.9892  4.0053  24.3805
O  1.3156  9.6389  24.1006
Si  3.8405  6.3821  10.776
Si  9.1079  4.2646  14.6371
Si  7.4377  8.3326  11.9491
Si  4.2085  1.2727  22.3763
Si  17.1322  3.8245  14.2496
Si  2.7378  -0.4552  20.1471
Si  7.1813  4.1512  19.4638
Si  14.0119  6.6279  16.474
Si  1.9176  4.1913  10.471
Si  5.6982  16.1937  16.7577
Si  3.775  9.7414  17.2819
Si  10.2392  4.4566  11.7095
Si  10.9127  6.512  16.074
Si  7.9824  1.6038  14.5382
Si  2.7968  10.3897  9.7004
Si  9.1233  6.7794  22.6436
Si  11.1846  -1.1449  11.2157
Si  3.5889  -3.2834  13.7492
Si  5.2193  8.7518  9.918
Si  9.5716  1.7647  22.5836
Si  11.9355  -0.4318  16.6034
Si  8.4223  2.6424  9.822
Si  -0.4218  8.2385  18.4112
Si  11.7535  -2.0424  14.1646
Si  4.7095  3.7993  11.5842
Si  6.0225  6.0799  21.7316
Si  6.477  7.7248  14.7388
Si  11.5449  6.5122  20.6907
Si  11.0987  1.0809  18.8457
Si  14.2262  7.6862  21.683
Si  6.9647  1.3636  20.7933
Si  9.9727  7.1971  10.3939
Si  -0.6411  3.6831  20.187
Si  8.4553  -0.6177  19.1374
Si  6.842  10.2105  16.3949
Si  8.5624  0.324  11.8192
O  13.3708  8.782  13.928
O  7.732  -0.7832  17.719
O  6.0285  8.1026  11.1382
O  1.6141  10.6103  10.8047
O  4.9928  -5.6883  10.8435
O  9.9984  7.1996  17.2506
O  6.2575  4.9505  20.5669
O  6.6498  13.2464  13.9072
O  3.5927  7.1613  12.1736
O  2.4096  5.7664  10.3194
O  7.5735  4.7535  14.2417
O  11.4279  -1.601  17.623
O  9.8959  4.1625  13.2385
O  0.6262  7.4514  19.3663
O  6.9597  2.5232  19.616
O  12.43  6.1967  16.6838
O  17.2263  6.5273  15.8515
O  13.0286  6.5904  21.3874
O  3.2802  0.6412  21.2123
O  0.7736  3.8053  11.5326
O  7.2215  -0.1373  20.131
O  8.16  1.3893  21.8946
O  -1.6576  8.891  19.2881
O  2.7777  9.0384  20.9128
O  12.2296  0.1994  19.6746
O  6.0883  9.5243  8.7966
O  8.555  7.7351  10.9571
O  8.8242  0.9395  13.3051
O  7.3861  11.5158  15.6173
O  5.6452  2.5668  11.1394
O  2.621  -0.3618  16.491
O  3.1999  14.3151  11.0831
O  -6.7716  5.652  17.2304
O  11.1242  7.5208  14.7883
O  4.0301  9.6698  10.4967
O  3.4362  8.143  17.023
O  10.0091  5.2198  15.6101
O  10.2903  2.8383  21.5953
O  5.0327  15.1101  13.1463
O  4.828  7.1665  21.2593
O  11.0313  2.6847  19.1197
O  8.93  2.748  15.2582
O  3.7007  -0.7236  18.8455
O  5.5907  1.6892  21.6129
O  5.241  10.1745  16.7119
O  7.9137  1.408  10.7762
O  9.6016  0.5387  19.2271
O  17.615  4.7804  18.0053
O  7.5931  6.5301  22.0629
O  -5.8961  -2.6745  14.1439
O  7.3748  -3.4316  13.3586
O  11.3843  -0.7602  15.106
O  10.26  7.0904  21.5282
O  9.1259  3.8077  10.7133
O  8.818  -6.6507  19.7163
O  0.4306  11.8956  17.2276
O  16.4957  3.9803  15.7402
O  11.1095  -1.7491  12.7164
O  11.2931  4.9483  20.349
O  0.0524  8.4743  10.2526
O  10.45  6.0505  11.4315
O  9.96  -0.0943  11.0943
O  14.234  6.4694  14.8351
O  7.239  8.9238  15.4958
H  5.2626  1.9602  10.4867

Results
free energy: -54392.152 eV
free energy less fixed offsets of H -15.86, O -447.96, Si -113.29 eV per atom: -1.532 eV
gap between the highest filled and lowest empty level on this k mesh: 1.040 eV

The program warned: the cutoff lies below the one the program advises for these potential files; the model core charge is not resolved on the grid; the forces do not sum to zero within the program's tolerance; the exchange-correlation potential is rough where the density is thin.
